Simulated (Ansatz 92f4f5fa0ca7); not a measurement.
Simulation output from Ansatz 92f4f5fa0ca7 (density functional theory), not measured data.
Periodic cell of 195 atoms, Si117O78, from a study of silicon, its oxide and their interface. The atomic structure is a simulated model.

Settings
functional: PBE
potential files: Ansatz PAW
basis: plane waves
wave-function cutoff: 700 eV
density cutoff ratio: 5
exchange-correlation grid ratio: 2
k mesh: 2 x 2 x 1, shifted by 0.5 0.5 0.5 of a step
self-consistency stop: 5e-08 eV per atom in the density residual
occupations: Fermi-Dirac, 0.05 eV
spin: none
net charge: 0

Cell vectors (angstrom)
a	11.5983	0	0
b	0	11.5983	0
c	4.6471	3.3543	25.275

Atoms and the computed forces on them: element, x, y, z (angstrom), force x, y, z (eV/angstrom)
Si	0.3176	4.5133	-4.0065	0.095	-0.3319	-0.4521
Si	10.997	1.1233	-0.827	-0.1541	0.0756	-0.1475
Si	10.8524	10.2702	-0.8993	0.0532	0.0826	0.6476
Si	3.2012	0.9358	-0.8849	0.0181	0.3082	-0.4921
Si	3.3394	5.2294	-3.8197	0.0079	0.042	-0.535
Si	1.1939	9.742	0.5403	-0.3429	0.0191	-0.1927
Si	7.0658	1.9525	-0.6775	-0.1217	-0.0513	-0.3199
Si	6.7387	6.5837	-0.6157	-0.105	0.2364	-0.0669
Si	6.9124	9.0435	-0.6843	-0.0313	0.0952	-0.3701
Si	1.3392	1.755	0.3768	0.0329	-0.1116	0.219
Si	2.3047	5.9493	0.5093	0.1421	0.1176	0.0226
Si	3.235	9.9603	-0.5598	0.117	-0.3945	0.0781
Si	5.0384	1.8586	0.4629	-0.0096	-0.0984	0.1421
Si	5.1494	3.8501	1.7921	0.0577	0.1287	0.0825
Si	5.1553	9.7679	0.7174	0.1707	-0.0963	0.1246
Si	9.1083	1.8295	0.4629	0.1382	-0.0907	0.1088
Si	8.8799	5.9969	0.361	0.1759	-0.0359	-0.2049
Si	8.9729	9.7163	0.4683	-0.0284	0.0744	-0.0873
Si	1.4529	3.8666	1.6125	0.1095	0.0183	-0.2355
Si	1.4139	7.7656	1.8378	-0.0212	-0.0515	0.0247
Si	1.2614	11.6167	1.9773	0.0228	-0.0412	0.1123
Si	4.8066	5.94	0.7082	0.0397	-0.1319	0.3367
Si	5.1457	7.8364	2.0489	-0.0179	-0.0384	0.2211
Si	5.207	11.6878	2.0181	-0.1055	0.0167	0.1993
Si	9.1486	3.9282	1.6196	-0.0655	0.0709	0.1272
Si	9.1685	7.7996	1.85	-0.0236	-0.0502	0.0301
Si	8.9988	11.6001	1.9362	0.0035	-0.0867	0.0103
Si	11.0737	3.9119	3.0842	-0.154	0.086	-0.1167
Si	11.0704	7.7364	3.2729	-0.0366	-0.0178	-0.0138
Si	10.9282	11.6129	3.3457	0.0451	-0.0644	-0.1328
Si	3.2384	3.8418	3.1711	0.1799	0.0432	0.0141
Si	3.2033	7.87	3.3564	0.1566	0.1082	0.0701
Si	3.2106	11.6159	3.3218	-0.0532	-0.0028	-0.0579
Si	7.2067	3.9054	3.0358	-0.1321	-0.099	-0.1011
Si	7.215	7.7355	3.179	-0.1153	0.0236	0.0116
Si	7.1384	11.6461	3.3505	0.2064	0.0452	0.0131
Si	10.9724	1.9996	4.6339	0.0386	-0.1091	-0.0534
Si	11.0667	5.7705	4.5956	0.0165	0.002	0.0946
Si	10.9645	9.6864	4.7269	0.071	0.0844	-0.0708
Si	3.1798	1.9799	4.6256	0.0936	-0.0959	-0.0353
Si	3.3263	5.8144	4.4976	-0.1695	-0.0426	0.0716
Si	3.123	9.7458	4.7627	0.1637	0.0599	-0.0292
Si	7.1787	2.0815	4.5393	-0.0548	0.1117	-0.0369
Si	7.1941	5.7805	4.5061	-0.0209	0.0347	0.01
Si	7.1746	9.6083	4.5708	-0.1172	-0.0654	-0.1723
Si	1.2992	13.6003	6.0661	-0.0349	0.1573	-0.0643
Si	1.4775	5.8177	5.9203	-0.0271	-0.0385	-0.0735
Si	1.2266	9.7639	6.2064	0.0324	-0.0807	0.1177
Si	5.2034	13.5772	5.8307	-0.0072	0.1427	0.0015
Si	5.2557	5.8108	5.8789	0.1192	0.0051	-0.0421
Si	5.209	9.6796	5.8329	0.0671	-0.0809	0.0784
Si	9.013	13.5942	6.0362	-0.119	0.1492	0.0716
Si	9.0794	5.7398	5.9571	0.1125	-0.0694	-0.0333
Si	8.9927	9.6098	6.0733	-0.1173	-0.1216	0.1553
Si	1.4681	3.973	7.3905	0.0738	-0.077	0.1216
Si	1.4238	7.6877	7.3714	0.0433	0.0509	0.0972
Si	1.4164	11.7572	7.5524	-0.2439	-0.0165	-0.0367
Si	5.2772	3.8632	7.2416	-0.09	0.0023	0.0285
Si	5.2937	7.7896	7.2165	0.0642	-0.1275	0.0035
Si	5.5672	11.6115	7.0844	-0.2842	0.0405	-0.1578
Si	9.1593	3.8979	7.4898	0.0858	0.1334	0.1108
Si	9.1337	7.6087	7.4345	0.0355	0.0325	0.0387
Si	8.0925	11.6028	7.061	0.1565	0.083	0.3587
Si	11.2008	4.5742	8.7028	-0.211	0.1851	-0.3252
Si	11.1556	7.0139	8.6649	-0.1489	-0.1797	-0.0503
Si	10.9961	12.2048	10.1324	-0.0258	-0.3408	0.4667
Si	3.4489	3.9003	8.7756	0.1038	0.2132	0.0364
Si	3.4393	7.8065	8.6564	0.0611	0.0627	0.1744
Si	3.5713	11.6504	8.5976	0.4131	0.0311	0.1635
Si	7.125	3.7476	8.7346	0.0152	-0.1127	-0.1012
Si	7.1696	9.5015	10.1332	-0.0901	0.1214	0.0964
Si	7.9754	11.5829	9.3642	0.192	-0.2317	-0.2281
Si	11.9492	11.2443	12.0416	-0.2458	0.0311	0.3862
Si	10.8457	5.0422	12.5259	0.1026	-0.1109	0.1963
Si	11.4411	7.7975	10.8961	-0.2335	-0.2471	-0.1376
Si	4.1926	13.5226	9.9073	-0.3371	-0.1526	0.1359
Si	4.0603	5.9225	9.9617	-0.5466	0.1395	0.1889
Si	3.4028	9.7951	10.0635	0.081	0.0179	0.0204
Si	6.5843	13.3941	10.0939	0.2173	0.3906	0.3498
Si	6.402	5.6385	9.9055	0.4856	0.1149	0.1169
Si	7.1325	7.6221	8.7257	-0.1157	-0.1639	-0.1057
Si	2.2768	13.7203	12.2845	0.3001	0.0908	0.3032
Si	11.5499	3.5759	10.8388	-0.1435	0.3083	0.0622
Si	1.5805	9.2555	11.543	0.595	-0.3403	0.2674
Si	6.6403	12.4507	13.0351	-0.0547	-0.1284	0.233
Si	3.7592	7.4594	12.6892	0.2415	-0.114	0.0975
Si	5.3384	9.8279	11.5616	-0.0354	-0.0099	0.0552
Si	9.2653	10.8721	13.806	-0.1622	-0.1014	0.1603
Si	7.957	5.8735	12.5294	-0.1685	0.1513	0.1095
Si	8.7516	8.8101	11.6769	-0.2564	0.3718	-0.0863
Si	2.8687	9.2153	17.0903	-0.083	-0.0345	-0.1423
Si	7.4681	10.3125	23.7055	-0.4593	-0.0538	0.3229
Si	8.1442	4.6424	21.2926	-0.1616	-0.0704	-0.3602
Si	15.1878	6.0103	21.6872	0.1586	0.3446	-0.4578
Si	1.8972	6.452	17.2943	0.1451	0.0308	-0.1631
Si	14.7715	10.0995	22.8487	-0.4002	-0.2884	0.196
Si	9.2615	4.8152	17.2786	-0.1562	-0.0802	-0.0565
Si	7.8849	2.0086	17.5872	-0.0854	0.0636	-0.1559
Si	13.4139	13.0786	19.7825	0.0023	-0.0369	-0.3539
Si	11.8932	4.8331	15.5691	-0.0391	-0.0221	0.3454
Si	12.1614	6.9111	22.3118	-0.0479	-0.2325	-0.2796
Si	8.6271	6.7117	19.4578	-0.0444	0.0027	-0.5343
Si	11.741	9.7593	22.3353	-0.0934	0.1486	0.1446
Si	5.6243	14.2331	15.5145	0.0426	0.1049	0.3279
Si	1.3041	11.7527	17.016	-0.1198	-0.0613	-0.1434
Si	6.8474	5.6051	15.388	-0.1727	-0.231	0.4725
Si	11.2835	4.9045	21.7484	0.1743	-0.0634	-0.1844
Si	15.2473	12.3498	22.4137	0.3232	0.0756	-0.5457
Si	9.7229	11.2952	16.798	-0.0461	0.0602	0.084
Si	7.9173	9.4911	18.6632	0.1074	-0.0247	-0.5238
Si	2.4999	14.2081	15.3659	0.1527	-0.0729	0.4075
Si	5.1275	9.7718	19.0166	0.067	0.0231	-0.3507
Si	4.2422	6.9897	15.6613	0.1201	-0.0154	0.4748
Si	1.9738	16.0194	19.6826	-0.0188	0.0461	-0.4024
Si	5.5894	11.5088	21.6382	0.2952	0.6159	-0.2809
Si	7.9146	13.2854	20.5904	-0.1739	-0.1088	-0.3295
Si	10.8828	12.4281	21.4842	0.031	0.0471	-0.0125
O	14.6534	9.5415	24.3865	-0.2392	-0.2091	0.5496
O	6.8771	0.9329	-2.001	0.0277	-0.2027	0.1121
O	0.2384	11.9876	8.7471	0.4587	-0.013	-0.5845
O	9.5076	11.5786	10.0186	-0.3982	0.1303	-0.0223
O	10.7325	2.1791	10.5469	0.0385	-0.0844	-0.0015
O	13.0366	12.3672	12.5834	-0.099	-0.1282	-0.1406
O	10.7197	11.2243	13.1689	0.3179	0.1764	-0.3171
O	9.222	4.8637	12.7154	0.0266	0.0066	0.0222
O	10.272	8.9839	11.0823	0.2094	-0.3414	0.1164
O	3.6705	13.4079	11.5005	0.0954	-0.043	-0.2061
O	3.6049	6.2787	11.554	0.1387	-0.032	-0.2967
O	2.4296	8.4104	12.7487	-0.2603	0.245	-0.2139
O	8.1319	12.0327	13.5923	-0.0476	0.0734	-0.1272
O	6.8475	13.4671	11.7673	-0.0441	0.0346	-0.3487
O	6.8557	5.3164	11.4835	-0.1171	0.0147	-0.0683
O	8.1575	5.5525	16.3413	0.0343	0.0549	-0.1147
O	9.1321	10.3087	17.9613	-0.0114	-0.0404	0.0893
O	15.6721	8.9796	22.063	-0.0917	0.3332	0.1206
O	9.7742	4.6257	21.2163	0.1786	-0.0816	0.0753
O	4.0415	14.3015	15.9194	-0.1391	-0.022	-0.1243
O	3.5058	8.4506	-1.3531	-0.0904	0.0223	-0.2151
O	9.0938	7.5226	20.8294	0.0053	0.0827	0.2008
O	13.3064	10.1894	22.1259	-0.2295	-0.2039	-0.1641
O	13.7879	6.7717	22.094	-0.1962	-0.033	0.1121
O	6.1116	10.4715	22.8056	-0.1447	0.0282	-0.1381
O	2.2131	14.5217	19.0904	0.0013	-0.0145	0.2885
O	7.1906	3.5009	-1.3367	0.0251	0.1597	0.1206
O	3.8359	8.551	15.9472	0.012	-0.0028	-0.0547
O	11.2766	6.5319	11.976	0.1812	0.4455	-0.2171
O	3.9518	6.6671	14.1007	-0.1	0.027	-0.3509
O	11.8825	12.9931	20.3348	-0.0286	0.0416	0.1359
O	0.7495	6.3096	16.1291	-0.0137	-0.0824	-0.0807
O	11.5691	4.8365	13.9839	-0.1271	0.069	-0.2768
O	2.6068	14.3253	13.7513	-0.082	0.0202	-0.3598
O	3.3476	6.0414	16.6506	-0.0715	0.0901	-0.0885
O	3.8091	10.0243	18.127	0.033	0.0194	0.1362
O	1.8402	10.306	16.4801	0.0398	-0.0214	-0.006
O	5.768	11.1209	12.5523	-0.1955	-0.2468	-0.1919
O	14.4193	12.8418	21.0431	-0.0524	-0.0598	0.2252
O	10.5706	4.3894	16.4215	0.0777	0.0197	-0.0754
O	1.5266	15.4102	15.8803	-0.026	0.0556	-0.0844
O	8.5678	3.4604	17.8521	0.0876	0.0502	0.0525
O	11.2749	11.667	17.0834	0.0661	0.0037	0.0222
O	8.6468	9.5212	13.139	0.1207	-0.0749	-0.0396
O	5.0083	8.2669	19.6591	0.0333	0.0649	0.3152
O	7.6886	12.8819	19.027	0.0351	-0.0053	0.2985
O	5.2063	10.8925	20.1813	-0.0775	-0.0965	0.0343
O	1.5263	5.4537	18.5074	-0.0138	-0.038	0.2539
O	7.5577	5.6543	20.1242	0.0984	-0.0351	0.1812
O	8.8917	12.6912	16.7078	0.0534	-0.0459	-0.0032
O	7.2611	6.19	13.9473	0.1436	0.0308	-0.3295
O	8.4588	9.2786	22.8516	0.1583	0.1983	0.0544
O	6.4576	9.9149	18.0553	-0.0378	-0.0527	0.2371
O	5.0779	8.4394	12.4596	-0.0616	0.0842	-0.0826
O	9.6574	5.8274	18.5189	-0.0579	0.0724	0.1869
O	1.4903	14.7927	11.3204	-0.0088	-0.1148	-0.1217
O	5.8607	13.2232	14.2548	0.0669	-0.1329	-0.305
O	3.3151	16.6247	20.3963	-0.0518	-0.0854	0.2545
O	7.5438	3.2368	20.8035	0.0321	0.0987	0.2144
O	1.8079	12.84	15.9147	-0.0029	0.029	-0.0495
O	6.448	2.1168	16.8305	0.0203	-0.0377	-0.0227
O	1.9939	8.0097	17.7884	-0.0148	-0.0359	0.0512
O	1.8937	12.05	18.5078	0.0444	0.0651	0.302
O	7.8778	9.7543	20.2845	-0.0034	-0.1526	0.4269
O	8.5456	7.2274	11.887	-0.0669	-0.1554	-0.0306
O	6.1669	4.1352	15.1804	0.0694	0.0935	-0.1419
O	11.3725	12.8976	22.9793	0.1178	-0.0821	0.3026
O	12.3355	4.2218	20.7105	-0.1795	-0.0702	0.2077
O	1.903	4.4698	-3.5386	0.0256	0.2207	0.0877
O	6.8258	12.5258	21.4863	0.4725	0.1043	-0.0546
O	3.0659	1.5931	-2.4401	0.0023	-0.0494	0.3764
O	9.5161	10.5425	15.3785	-0.0009	0.0091	-0.2371
O	10.828	10.7931	21.4584	-0.023	-0.0736	-0.0731
O	11.5803	8.2777	21.6704	0.0688	0.1865	0.031
O	15.7615	5.1322	22.9235	-0.0571	-0.2881	0.2665
O	5.7904	6.6604	16.0459	-0.0067	0.0055	-0.2092
O	8.0758	7.8702	18.4389	0.0079	-0.0901	0.2413
O	9.4134	12.9931	21.1083	0.1515	-0.0132	0.1585

Results
free energy: -118745.811 eV
free energy less fixed offsets of O -569.03, Si -635.61 eV per atom: 4.899 eV
pressure: -0.11 GPa
stress xx, yy, zz, yz, xz, xy (GPa, positive in tension): 0.23, -0.1, 0.21, -0.14, 0.02, -0.03

The program warned: the cutoff lies below the one the program advises for these potential files.
